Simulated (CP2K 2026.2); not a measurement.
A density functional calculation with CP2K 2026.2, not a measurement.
Periodic cell of 513 atoms, Si351O162, from a study of silicon, its oxide and their interface. The atomic structure is a simulated model.
Doubt: the forces sum to 3.28 eV/angstrom along one axis rather than to zero, so they err by at least 0.0064 eV/angstrom per atom on average; the grid cutoff is modest.

Settings: functional PBE; method Gaussian and plane waves; basis set DZVP-MOLOPT-SR-GTH; pseudopotentials GTH-PBE; grid cutoff 350 Ry, relative cutoff 50 Ry; k points Gamma only; occupations fixed; spin none; net charge 0.

Cell vectors (angstrom)
a 16.407 0 0
b 0 16.407 0
c 0.1904 0.1786 34.5092

Atoms and the computed forces on them: element, x, y, z (angstrom), force x, y, z (eV/angstrom)
Si 16.468 0.585 34.481 0.074 -0.097 0.184
Si 3.001 2.609 0.3 -0.134 0.244 0.459
Si 0.299 5.463 0.015 -0.09 0.101 0.276
Si 2.923 8.556 0.018 0.157 -0.072 -0.121
Si 16 11.798 34.473 -0.233 0.052 0.228
Si 3.063 13.534 34.027 -0.116 0.175 0.429
Si 5.111 0.27 0.217 0.015 -0.179 -0.069
Si 8.157 2.728 0.111 0.04 -0.109 0.057
Si 5.939 5.011 0.076 0.022 0.223 0.019
Si 8.129 8.648 0.176 -0.272 0.006 -0.168
Si 5.945 10.714 0.569 -0.053 0.033 -0.216
Si 8.506 13.931 34.496 -0.119 -0.018 -0.018
Si 11.335 15.955 0.069 0.386 -0.059 0.02
Si 14.263 2.828 34.476 0.055 -0.266 0.051
Si 10.715 5.556 0.374 0.112 -0.217 0.018
Si 13.254 8.538 0.609 0.116 -0.111 -0.297
Si 11.503 10.952 34.452 0.036 0.045 0.028
Si 13.65 13.835 0.371 -0.026 0.179 -0.21
Si 1.31 1.474 1.513 0.106 0.081 -0.486
Si 4.231 4.221 1.529 -0.058 -0.083 -0.315
Si 1.48 7.064 1.308 -0.02 0.12 0.007
Si 4.243 9.575 1.651 -0.019 0.007 -0.063
Si 1.403 12.3 1.21 -0.007 -0.048 -0.211
Si 4.07 14.836 1.247 0.15 -0.073 -0.439
Si 6.925 1.281 1.473 -0.158 0.003 -0.311
Si 9.593 3.948 1.585 -0.165 0.187 -0.188
Si 6.993 6.842 1.334 -0.005 -0.197 -0.308
Si 9.694 9.771 1.508 0.058 0.017 -0.433
Si 7.129 12.387 1.596 0.043 0.13 -0.162
Si 9.666 15.031 1.476 0.059 -0.062 -0.067
Si 12.413 1.396 1.262 0.094 -0.091 -0.194
Si 15.185 4.184 1.389 -0.103 0.199 -0.072
Si 12.04 6.952 1.765 0.044 0.037 -0.083
Si 14.979 9.845 1.503 -0.05 0.202 -0.192
Si 12.311 12.339 1.538 -0.144 -0.104 -0.35
Si 15.202 15.187 1.45 0.001 0.269 -0.253
Si 0.041 2.867 2.885 -0.07 -0.02 0.114
Si 2.746 16.365 2.685 -0.038 -0.164 0.37
Si 0.051 8.377 2.74 -0.036 0.029 -0.194
Si 2.815 5.661 2.779 0.014 -0.046 -0.148
Si 0.169 13.756 2.74 0.118 -0.007 -0.007
Si 2.739 10.988 2.779 -0.089 0.158 -0.001
Si 5.557 2.742 2.836 -0.017 -0.044 0.34
Si 8.309 16.391 2.844 0.008 0.114 -0.039
Si 5.599 8.131 2.865 0.132 -0.183 0.029
Si 8.263 5.473 2.845 -0.06 0.039 0.078
Si 5.544 13.697 2.767 -0.141 0.096 -0.06
Si 8.4 11.048 2.977 0.048 0.043 0.246
Si 11.065 2.659 2.816 0.135 -0.066 -0.044
Si 13.771 0.118 2.801 0.073 0.057 -0.091
Si 10.835 8.384 3.05 -0.125 -0.126 0.238
Si 13.69 5.546 2.778 0.112 -0.101 -0.077
Si 10.952 13.677 2.9 -0.1 -0.093 0.113
Si 13.672 11.086 2.979 0.096 -0.113 0.046
Si 1.468 4.236 4.162 -0.012 0.007 0.028
Si 4.118 1.354 4.149 0.186 0.02 -0.307
Si 1.403 9.66 4.19 0.043 -0.079 0.062
Si 4.182 6.879 4.254 -0.007 0.054 0.017
Si 1.447 15.088 4.208 0.055 0.044 -0.22
Si 4.147 12.356 4.148 -0.007 -0.027 -0.013
Si 6.892 4.135 4.249 -0.105 -0.052 -0.261
Si 9.659 1.368 4.209 0.032 0.012 0.067
Si 6.937 9.599 4.206 -0.006 0.009 -0.114
Si 9.548 6.873 4.288 -0.105 0.081 0.058
Si 6.869 15.083 4.186 0.002 -0.075 -0.005
Si 9.674 12.387 4.388 0.046 -0.028 -0.078
Si 12.387 4.117 4.169 0.043 -0.007 0.004
Si 15.102 1.468 4.234 -0.12 -0.02 -0.079
Si 12.333 9.673 4.324 0.07 0.082 -0.036
Si 15.1 6.936 4.116 -0.017 -0.006 -0.007
Si 12.392 15.106 4.172 -0.017 0.093 -0.111
Si 15.146 12.457 4.192 -0.013 -0.089 -0.029
Si 0.068 0.063 5.558 0.008 0.004 -0.013
Si 2.791 2.791 5.52 0.013 -0.037 -0.06
Si 0.065 5.572 5.532 0.003 0.026 -0.079
Si 2.793 8.286 5.562 0.011 0.024 -0.035
Si 0.05 11.027 5.568 -0.007 0.009 -0.056
Si 2.812 13.719 5.568 -0.006 0.048 -0.087
Si 5.514 0.048 5.56 -0.045 0.078 -0.063
Si 8.291 2.765 5.572 0.042 0.092 -0.014
Si 5.517 5.495 5.615 0.01 -0.07 -0.02
Si 8.226 8.256 5.651 -0.001 -0.153 0.024
Si 5.523 10.983 5.535 -0.065 -0.031 -0.041
Si 8.225 13.757 5.621 -0.002 -0.072 -0.007
Si 11.024 0.033 5.59 -0.047 -0.047 -0.058
Si 13.733 2.806 5.603 0.014 -0.022 -0.03
Si 11.004 5.493 5.558 0.032 0.09 -0.071
Si 13.743 8.256 5.569 -0.003 0.002 0.011
Si 11.021 11.016 5.717 -0.008 0.043 0.048
Si 13.763 13.78 5.58 0.052 0.016 -0.041
Si 1.43 1.439 6.915 -0.023 0.035 0.001
Si 4.143 4.126 6.943 0.054 -0.002 0.019
Si 1.429 6.914 6.93 -0.022 -0.012 -0.007
Si 4.163 9.635 6.939 0.007 0.011 -0.028
Si 1.435 12.366 6.939 0.02 -0.012 0.003
Si 4.162 15.093 6.939 0.043 -0.043 0.022
Si 6.893 1.418 6.93 -0.017 -0.026 -0.023
Si 9.642 4.145 6.949 -0.027 -0.048 -0.033
Si 6.866 6.873 6.985 -0.06 0.112 0.03
Si 9.617 9.621 7.002 0.018 -0.018 0.007
Si 6.871 12.348 6.946 0.015 0.033 -0.022
Si 9.629 15.105 6.965 0.013 0.03 -0.003
Si 12.371 1.425 6.956 0.016 0.02 0.013
Si 15.118 4.19 6.926 -0.036 -0.002 0.001
Si 12.367 6.881 6.93 0.053 -0.044 -0.023
Si 15.102 9.64 6.939 -0.017 -0.003 -0.025
Si 12.411 12.413 6.988 0.002 -0.076 0.015
Si 15.12 15.128 6.956 -0.059 0.04 0
Si 0.071 2.807 8.294 0.007 -0.016 0.003
Si 2.793 0.068 8.293 0.023 0.02 -0.01
Si 0.061 8.27 8.307 0.019 0.015 0.001
Si 2.787 5.522 8.299 -0.022 -0.022 0.007
Si 0.074 13.741 8.308 -0.01 -0.018 -0.009
Si 2.796 10.998 8.307 0.009 0.016 0.009
Si 5.527 2.78 8.309 -0.009 0.02 -0.003
Si 8.259 0.068 8.316 0.024 0.004 0.001
Si 5.51 8.262 8.327 -0.003 -0.062 0.019
Si 8.262 5.511 8.32 0.014 0.024 -0.016
Si 5.52 13.726 8.311 -0.032 -0.005 0.01
Si 8.244 10.999 8.334 -0.014 -0.037 0.003
Si 11.004 2.788 8.322 -0.005 0.008 0.009
Si 13.745 0.072 8.325 0.008 -0.005 0.004
Si 11.003 8.242 8.322 -0.017 0.016 0.001
Si 13.74 5.532 8.306 -0.004 0.022 0.004
Si 11.003 13.748 8.336 0.002 0.003 0
Si 13.751 11.006 8.328 0.004 0.016 0.007
Si 1.429 4.16 9.682 -0.002 0.008 -0.004
Si 4.159 1.421 9.678 0.018 -0.017 -0.005
Si 1.431 9.631 9.675 -0.007 -0.026 -0.006
Si 4.15 6.885 9.683 0.008 0.052 0.004
Si 1.437 15.109 9.673 -0.014 0.008 -0.001
Si 4.157 12.363 9.678 -0.011 -0.002 -0.002
Si 6.89 4.148 9.683 -0.004 -0.004 -0.005
Si 9.628 1.432 9.684 -0.007 0.027 0
Si 6.882 9.625 9.696 -0.002 0.011 0.006
Si 9.624 6.886 9.686 0.015 -0.02 0.007
Si 6.891 15.098 9.671 0.03 -0.022 -0.007
Si 9.626 12.369 9.685 0.014 -0.015 0.007
Si 12.371 4.166 9.677 0.031 -0.01 -0.003
Si 15.117 1.441 9.677 -0.032 0.017 0.002
Si 12.366 9.631 9.677 -0.003 0.007 0.006
Si 15.102 6.898 9.677 -0.033 -0.011 -0.01
Si 12.373 15.116 9.694 -0.021 0.012 -0.001
Si 15.117 12.377 9.684 0.021 -0.027 -0.003
Si 0.068 0.06 11.047 0.019 0.003 0.003
Si 2.797 2.787 11.054 0.003 0.018 -0.004
Si 16.467 5.527 11.049 -0.006 0.002 -0.002
Si 2.791 8.261 11.047 -0.014 -0.028 -0.002
Si 0.071 11.002 11.042 -0.003 0.029 0.003
Si 2.804 13.741 11.04 0.017 -0.03 0.001
Si 5.532 0.058 11.042 -0.033 0.005 0.001
Si 8.259 2.79 11.054 0.015 -0.006 0.006
Si 5.527 5.521 11.054 0.008 -0.002 0.004
Si 8.259 8.258 11.058 -0.002 -0.003 0.006
Si 5.517 10.999 11.053 0.012 0 -0.002
Si 8.253 13.736 11.044 0.012 0.028 0.004
Si 10.996 0.072 11.052 0.008 -0.008 0.006
Si 13.741 2.801 11.039 -0.006 -0.003 -0.004
Si 10.991 5.523 11.049 -0.017 0.037 -0.005
Si 13.727 8.26 11.042 0.032 0.003 -0.012
Si 10.994 10.998 11.049 -0.014 -0.032 0.012
Si 13.741 13.739 11.05 -0.018 -0.014 -0.002
Si 1.44 1.409 12.427 -0.018 0.003 0.007
Si 4.168 4.149 12.428 0.008 0.004 -0.013
Si 1.43 6.893 12.413 0.006 0.018 -0.014
Si 4.152 9.633 12.416 -0.011 -0.028 -0.001
Si 1.442 12.371 12.401 -0.016 0.001 -0.001
Si 4.181 15.093 12.41 0.014 0.034 -0.002
Si 6.897 1.418 12.416 0.006 0.006 -0.002
Si 9.624 4.159 12.418 -0.011 0.005 0.004
Si 6.895 6.888 12.431 0.003 0.024 -0.003
Si 9.62 9.638 12.425 0.039 0.015 0.005
Si 6.882 12.374 12.412 -0.023 -0.048 0.015
Si 9.615 15.111 12.404 0.01 -0.02 -0.003
Si 12.373 1.44 12.405 0.025 0.038 -0.014
Si 15.101 4.155 12.418 -0.01 0.01 -0.005
Si 12.346 6.903 12.411 -0.008 -0.051 -0.017
Si 15.096 9.635 12.391 -0.025 -0.023 -0.015
Si 12.362 12.375 12.41 0.023 0.015 -0.003
Si 15.108 15.101 12.422 -0.018 -0.012 0.005
Si 16.464 2.771 13.786 0.013 0.007 0.025
Si 2.822 16.442 13.786 0.034 -0.034 -0.024
Si 16.474 8.287 13.751 -0.015 -0.036 0.01
Si 2.791 5.518 13.783 -0.014 0.024 0.016
Si 16.482 13.717 13.775 0.018 -0.008 -0.005
Si 2.807 11.024 13.781 0.02 -0.028 0.007
Si 5.547 2.782 13.794 -0.019 0.02 0.01
Si 8.248 16.453 13.793 0.005 0.037 -0.002
Si 5.514 8.264 13.783 0.013 -0.012 -0.016
Si 8.266 5.519 13.806 0.031 -0.031 0.015
Si 5.54 13.743 13.801 -0.01 0.002 -0.002
Si 8.245 11.017 13.782 -0.011 0.014 -0.02
Si 10.993 2.788 13.771 0.055 -0.015 -0.014
Si 13.737 0.076 13.774 -0.036 0.024 0.007
Si 10.986 8.27 13.797 -0.038 -0.007 0.018
Si 13.709 5.522 13.758 -0.013 0.069 -0.02
Si 10.986 13.755 13.762 -0.02 -0.013 -0.012
Si 13.727 10.991 13.763 0.021 -0.02 0.018
Si 1.438 4.125 15.143 0.027 0.027 0.008
Si 4.213 1.377 15.151 -0.02 0.015 0.03
Si 1.427 9.661 15.127 -0.043 -0.01 0.05
Si 4.152 6.892 15.154 0.015 0.004 0.018
Si 1.457 15.064 15.146 -0.012 0.037 0.055
Si 4.157 12.397 15.166 0.016 -0.018 0.036
Si 6.903 4.148 15.184 0.024 -0.006 0.026
Si 9.63 1.415 15.128 -0.046 0.05 0.009
Si 6.869 9.651 15.139 -0.029 -0.013 0.035
Si 9.63 6.893 15.18 0.027 0.026 0.043
Si 6.917 15.081 15.199 -0.041 -0.026 0.032
Si 9.601 12.417 15.133 0.028 -0.01 0.026
Si 12.351 4.153 15.139 -0.053 0.029 0.042
Si 15.108 1.405 15.179 -0.027 0.006 0.054
Si 12.341 9.664 15.156 0.061 0.006 0.032
Si 15.085 6.914 15.07 -0.021 -0.105 -0.043
Si 12.336 15.14 15.12 0.061 0.014 -0.018
Si 15.124 12.324 15.124 -0.066 -0.019 -0.007
Si 0.11 16.419 16.517 0.056 -0.087 0.077
Si 2.831 2.727 16.487 -0.028 -0.016 -0.028
Si 16.415 5.518 16.411 -0.11 0.285 0.01
Si 2.795 8.31 16.484 0.078 -0.067 0.098
Si 16.495 10.997 16.561 -0.02 -0.034 0.026
Si 2.77 13.706 16.588 0.096 -0.001 0.044
Si 5.543 16.415 16.579 0.032 0.042 0.092
Si 8.297 2.757 16.528 0.073 -0.022 0.164
Si 5.509 5.517 16.537 -0.013 -0.021 -0.075
Si 8.201 8.26 16.502 0.029 0.018 -0.032
Si 5.563 11.076 16.519 -0.087 -0.066 0.112
Si 8.323 13.775 16.61 -0.052 -0.019 0.078
Si 10.949 16.469 16.534 0.085 0.047 0.034
Si 13.685 2.77 16.517 0.058 -0.001 -0.006
Si 11.028 5.528 16.551 0.004 -0.072 0.213
Si 13.77 8.292 16.458 -0.065 -0.062 0.025
Si 10.93 11.054 16.494 -0.035 0.068 0.037
Si 13.724 13.73 16.376 -0.011 0.008 0.089
Si 1.516 1.36 17.897 0.115 -0.124 0.001
Si 4.192 4.058 17.86 0.156 -0.043 0.059
Si 1.353 6.912 17.745 -0.218 -0.249 -0.278
Si 4.132 9.756 17.859 0.041 0.071 -0.066
Si 1.408 12.351 18.015 0.003 0.03 -0.012
Si 4.144 15.062 17.973 -0.097 0.064 -0.028
Si 7.025 1.301 17.93 0.072 0.056 -0.03
Si 9.622 4.15 17.943 0.027 0.054 -0.065
Si 6.81 6.941 17.904 -0.028 0.002 0.059
Si 9.531 9.673 17.832 -0.095 0.088 -0.073
Si 6.946 12.399 17.962 -0.002 -0.088 -0.134
Si 9.689 15.152 18.05 -0.102 -0.063 0.047
Si 12.308 1.402 17.898 -0.113 0.184 0.038
Si 15.066 4.175 17.813 -0.046 0.13 -0.074
Si 12.476 6.935 17.867 0.059 -0.149 -0.206
Si 15.097 9.62 17.887 0.12 -0.125 0.052
Si 12.3 12.513 17.779 0.002 0.139 -0.047
Si 15.132 14.957 17.787 0.12 -0.169 -0.073
Si 16.463 2.78 19.057 -0.006 -0.131 0.36
Si 2.805 16.384 19.444 0.014 0.162 0.212
Si 0.11 8.243 19.277 -0.039 -0.184 0.071
Si 2.625 5.383 18.984 -0.116 0.242 0.117
Si 16.35 13.613 19.396 -0.187 0.086 0.153
Si 2.82 11.051 19.399 0.137 -0.014 0.273
Si 5.646 2.658 19.215 -0.055 0.017 0.163
Si 8.361 16.438 19.561 -0.199 0.075 0.233
Si 5.438 8.383 19.225 0.043 0.084 0.262
Si 8.142 5.55 19.258 0.008 -0.214 0.226
Si 5.594 13.768 19.322 0.065 -0.008 0.23
Si 8.26 11.007 19.374 -0.081 -0.066 0.147
Si 11.018 2.787 19.387 -0.055 0.058 0.047
Si 13.76 16.349 19.006 -0.038 0.021 0.318
Si 10.965 8.295 19.025 0.078 0.081 0.26
Si 13.861 5.577 19.31 0.093 -0.02 0.204
Si 11.128 13.866 19.412 0.2 -0.075 0.3
Si 13.626 11.084 19 0.11 -0.033 0.123
Si 1.315 4.075 20.52 0.086 -0.013 -0.083
Si 4.687 1.027 20.655 -0.264 -0.012 -0.094
Si 1.67 9.373 20.647 0.005 -0.019 0.245
Si 3.682 7.096 20.131 0.059 -0.048 0.346
Si 0.909 15.387 20.647 0.084 -0.046 0.218
Si 4.421 12.32 20.735 -0.173 0.027 -0.018
Si 7.074 3.892 20.647 -0.008 -0.004 -0.312
Si 9.438 1.782 20.885 0.178 0.104 -0.041
Si 6.535 9.948 20.733 0.193 -0.197 0.072
Si 9.782 6.805 20.348 -0.083 0.113 0.032
Si 6.791 15.115 20.904 0.094 -0.035 -0.222
Si 9.96 12.174 20.582 0 -0.251 0.223
Si 12.134 4.543 20.537 0.091 0.014 0.138
Si 15.167 1.264 20.248 0.016 0.203 -0.086
Si 12.094 9.91 20.261 -0.204 -0.133 0.341
Si 15.698 6.466 20.66 -0.238 0.121 0.212
Si 12.933 15.028 20.785 0.054 0.13 -0.147
Si 14.637 12.37 20.672 0.059 -0.171 -0.04
Si 16.135 1.078 24.884 0.095 0.236 0.341
Si 13.375 9.492 26.672 0.081 -0.027 0.111
Si 1.736 15.645 23.461 -0.052 0.059 0.49
Si 15.991 11.171 25.976 0.017 -0.018 0.197
Si 4.347 11.487 26.098 0.008 -0.197 0.129
Si 7.662 3.366 28.065 -0.095 0.112 0.069
Si 5.259 5.578 22.292 -0.139 -0.031 0.165
Si 3.569 5.771 24.899 -0.229 0.017 0.473
Si 6.003 8.35 23.16 -0.16 0.114 0.524
Si 2.849 2.132 22.666 -0.196 0.241 0.293
Si 3.361 13.099 23.603 0.002 -0.077 0.408
Si 10.886 1.253 23.784 -0.132 -0.066 0.397
Si 9.976 7.507 23.247 0.055 0.099 0.239
Si 12.257 5.423 23.388 0.062 -0.033 0.067
Si 14.697 7.446 23.522 -0.011 -0.277 0.255
Si 9.851 15.284 25.155 0.038 0.035 0.298
Si 13.697 1.044 22.732 0.176 -0.118 -0.017
Si 13.831 1.331 26.893 0.058 -0.017 0.119
Si 2.072 3.244 25.322 -0.222 0.23 0.293
Si 14.787 6.668 26.409 -0.02 -0.043 0.212
Si 16.021 12.857 28.257 -0.133 0.169 -0.015
Si 1.288 10.699 23.498 0.096 -0.163 0.361
Si 5.36 2.401 29.953 0.017 0.16 -0.263
Si 7.916 8.127 25.284 0.243 -0.063 0.37
Si 4.984 11.888 32.399 0.285 -0.026 -0.237
Si 8.676 11.229 25.151 0.052 -0.124 0.224
Si 7.67 12.492 30.634 0.011 -0.004 -0.346
Si 12.714 4.215 26.215 0.172 0.211 0.358
Si 8.37 13.331 23.12 -0.141 -0.101 0.052
Si 13.748 10.169 22.663 -0.111 0.088 0.048
Si 11.383 10.167 24.42 -0.105 -0.039 0.343
Si 11.444 15.81 27.518 0.078 -0.039 0.193
Si 10.655 4.333 28.632 0.026 0.056 -0.065
Si 12.373 13.927 30.083 0.188 -0.037 -0.376
Si 1.851 11.157 27.887 -0.021 -0.114 0.032
Si 15.376 15.071 30.265 -0.167 0.064 -0.228
Si 2.101 8.89 30.02 0.068 -0.187 -0.489
Si 3.011 3.637 28.273 0.029 0.162 -0.113
Si 10.299 12.604 32.132 -0.121 -0.052 -0.298
Si 3.538 8.903 24.624 0.176 -0.159 0.328
Si 6.839 7.157 30.837 -0.003 0.17 -0.309
Si 4.498 8.86 31.818 0.076 -0.054 -0.314
Si 7.026 11.241 27.692 0.061 -0.172 0.094
Si 12.606 4.402 32.623 -0.08 0.178 -0.387
Si 5.261 5.487 27.403 -0.099 0.068 0.125
Si 9.374 7.165 32.559 0.192 -0.009 -0.407
Si 16.305 6.944 28.989 0.021 -0.045 -0.291
Si 7.279 15.101 31.903 0.101 -0.135 -0.441
Si 13.571 11.135 29.263 0.003 0.032 -0.152
Si 15.301 7.529 33.099 -0.356 -0.067 -0.354
Si 0.371 4.043 30.132 0.024 0.098 -0.531
Si 0.905 9.869 32.792 0.152 0.145 -0.508
Si 5.018 4.964 31.633 0.192 -0.087 -0.375
Si 1.498 15.465 32.218 -0.009 0.08 -0.406
Si 2.327 4.2 32.504 -0.035 -0.088 -0.464
Si 9.493 0.911 32.366 -0.017 -0.016 -0.056
Si 11.739 6.517 30.596 -0.02 -0.028 -0.385
Si 4.586 16.306 31.669 -0.075 -0.074 -0.216
Si 6.935 8.001 27.985 0.028 0.087 -0.035
Si 11.597 2.328 30.814 0.238 0.057 -0.388
Si 14.002 8.459 30.367 -0.141 0.185 -0.547
Si 9.395 1.303 26.382 -0.091 -0.022 0.2
Si 14.529 1.705 29.934 0.042 0.011 -0.148
O 0.851 0.323 33.03 0.108 0.245 0.381
O 15.25 1.584 33.982 -0.267 0.271 0.303
O 1.014 3.899 31.614 0.214 0.046 0.345
O 3.07 2.878 33.132 0.203 0.166 0.225
O 16.05 6.091 33.154 0.24 -0.108 0.014
O 14.182 7.511 34.258 0.497 0.094 -0.262
O 2.209 9.94 33.786 0.011 -0.134 0.165
O 16.418 8.66 33.393 0.08 -0.281 0.144
O 15.038 11.751 28.942 0.018 0.032 0.116
O 16.489 11.262 32.972 0.299 0.027 -0.226
O 1.786 14.374 33.391 0.195 -0.36 0.058
O 3.79 13.016 32.558 -0.433 0.041 0.421
O 4.115 1.477 0.718 0.008 -0.316 -0.398
O 4.993 0.556 33.094 0.211 0.002 0.611
O 8.96 2.194 33.242 0.21 0.243 0.04
O 7.238 4.028 34.129 -0.163 0.29 0.354
O 5.44 5.478 33.109 0.003 0.078 0.293
O 1.85 4.943 33.881 -0.067 0.111 0.334
O 7.079 9.841 34.201 0.148 -0.053 0.508
O 10.649 7.232 31.565 -0.047 0.3 0.311
O 4.384 10.485 31.827 -0.384 0.266 0.148
O 4.055 8.188 33.25 -0.311 0.009 0.237
O 9.617 13.359 33.415 -0.095 -0.011 0.087
O 7.35 14.597 33.478 0.138 0.252 0.358
O 9.101 11.898 31.21 0.259 -0.184 0.355
O 10.576 16.486 33.267 0.219 -0.05 0.126
O 13.969 3.603 33.016 -0.141 -0.206 0.355
O 9.717 6.192 33.82 0.039 -0.247 0.19
O 12.13 5.07 34.009 0.249 -0.168 -0.053
O 12.631 7.695 29.915 0.119 -0.212 0.338
O 12.547 9.698 34.099 0.18 -0.137 0.414
O 8.036 6.626 31.797 0.103 -0.041 0.33
O 6.325 12.193 31.514 -0.265 0.112 0.05
O 14.857 12.963 34.005 0.334 -0.081 0.27
O 12.749 15.054 34.054 -0.181 -0.115 0.777
O 0.307 5.225 21.145 -0.559 0.433 -0.434
O 1.886 3.155 21.798 0.174 0.084 0
O 5.693 16.287 21.378 -0.339 0.008 -0.227
O 3.084 2.645 24.197 0.205 -0.16 -0.354
O 2.132 12.069 23.363 -0.218 0.167 0.021
O 0.997 10.071 22.019 -0.183 -0.121 -0.508
O 4.401 5.85 20.951 -0.021 -0.332 0.299
O 2.667 8.072 21.075 0.265 -0.016 -0.692
O 1.117 14.8 22.203 0.092 -0.051 -0.485
O 16.247 0.224 20.97 0.296 -0.27 -0.359
O 2.847 14.596 24.088 0.164 -0.101 -0.247
O 4.09 13.176 22.14 0.062 0.089 -0.411
O 6.267 4.332 22.028 -0.032 -0.067 -0.072
O 4.119 5.389 23.425 0.17 -0.027 -0.342
O 10.053 1.476 22.4 -0.299 0.021 -0.235
O 12.442 1.684 23.549 -0.037 -0.091 0.025
O 6.929 9.343 22.257 0.232 0.043 -0.359
O 5.47 11.129 21.199 0.241 0.034 -0.006
O 9.353 7.603 21.742 -0.13 0.183 -0.345
O 8.838 7.189 24.363 0.039 0.021 -0.211
O 10.863 16.062 24.138 0.201 -0.048 -0.124
O 7.284 14.256 22.284 0.011 0.165 -0.342
O 9.443 12.795 22.026 0.041 -0.157 -0.32
O 4.274 2.014 21.92 0.353 -0.148 -0.161
O 10.895 5.631 20.628 -0.052 0.137 -0.208
O 12.572 4.418 22.14 0.149 -0.249 -0.192
O 13.132 1.728 30.8 -0.082 -0.198 0.246
O 14.166 1.92 21.423 0.025 0.007 -0.359
O 13.033 9.278 21.484 -0.279 -0.374 -0.194
O 11.018 10.952 21.021 0.073 0.168 -0.302
O 15.48 7.144 22.148 0.277 -0.118 -0.059
O 12.025 9.555 25.785 -0.18 -0.365 -0.001
O 13.157 15.986 22.158 -0.144 -0.13 -0.088
O 9.104 14.151 24.316 0.019 -0.291 0.16
O 14.717 11.317 21.989 0.358 0.124 0.029
O 13.739 13.647 21.227 -0.106 0.005 -0.153
O 15.042 1.089 23.675 -0.336 -0.145 -0.37
O 15.262 0.885 26.248 0.145 0.079 -0.235
O 12.975 10.172 28.094 -0.115 -0.192 0.166
O 10.746 8.901 23.6 -0.13 0.077 -0.153
O 2.422 10.033 28.904 0.061 0.143 0.078
O 0.743 10.446 26.898 -0.016 0.051 0.108
O 14.585 10.389 26.077 0.095 0.067 -0.451
O 16.403 11.128 24.405 -0.184 0.224 -0.202
O 4.32 12.471 24.786 0.068 0.1 -0.396
O 2.633 2.958 26.83 -0.131 -0.141 -0.093
O 6.804 2.477 29.155 0.202 -0.291 0.164
O 5.375 11.813 33.962 0.121 -0.074 0.174
O 4.826 5.344 25.848 0.228 -0.049 -0.154
O 6.181 6.886 22.503 0.391 -0.169 0.059
O 3.28 7.366 25.139 0.104 0.173 -0.232
O 2.182 4.9 25.173 0.142 0.179 0.135
O 6.748 9.63 27.921 -0.217 -0.026 0.209
O 6.39 8.121 24.743 -0.334 0.105 -0.227
O 3.509 8.333 30.62 0.017 0.184 0.291
O 8.374 9.651 25.109 -0.158 -0.054 -0.21
O 8.724 16.352 25.728 -0.024 0.06 -0.224
O 2.289 0.604 22.765 -0.146 0.245 -0.139
O 10.248 2 25.131 -0.06 0.178 -0.383
O 6.587 4.522 27.582 -0.051 -0.11 0.17
O 12.244 4.515 24.71 -0.008 -0.207 -0.283
O 15.403 6.906 24.905 0.222 -0.016 -0.213
O 10.829 6.146 23.274 -0.239 -0.145 0.208
O 13.284 6.664 23.471 -0.016 0.243 -0.146
O 14.512 9.068 23.599 0.016 0.144 0.064
O 12.576 10.885 23.569 0.417 0.143 -0.424
O 8.286 2.928 21.225 0.168 -0.116 -0.225
O 7.811 12.043 24.007 -0.015 0.075 -0.419
O 10.753 14.757 26.445 -0.205 -0.106 -0.144
O 14.087 1.8 28.4 -0.091 -0.106 -0.085
O 13.239 2.674 26.194 -0.223 0.044 -0.045
O 0.61 2.495 25.068 -0.053 -0.01 -0.085
O 4.295 9.888 25.708 0.161 -0.188 -0.053
O 15.567 2.95 30.132 -0.156 0.172 -0.063
O 1.35 7.623 29.306 0.133 0.001 0.347
O 13.808 7.924 26.796 0.019 -0.043 0.125
O 2.09 9.544 24.324 -0.121 -0.146 -0.078
O 1.135 12.41 28.667 0.006 0.004 -0.095
O 15.716 14.358 28.813 -0.053 -0.142 0.008
O 15.833 12.7 26.616 0.121 -0.032 -0.054
O 7.924 14.109 30.759 0.172 0.154 0.205
O 4.059 2.635 28.994 0.18 -0.193 -0.001
O 8.01 7.6 26.819 0.006 -0.225 -0.043
O 3.052 11.814 27.025 -0.025 0.359 -0.243
O 9.065 8.621 33.201 0.09 0.196 0.514
O 6.028 8.428 31.466 0.062 0.183 0.4
O 11.184 11.441 32.877 0.312 0.065 0.282
O 7.378 11.953 29.12 0.001 -0.014 0.143
O 3.876 5.047 28.2 0.003 -0.083 0.171
O 8.267 11.642 26.689 0.075 0.258 -0.187
O 13.923 5.277 26.593 -0.194 -0.153 -0.251
O 11.4 4.409 27.183 0.117 0.045 -0.186
O 10.935 5.721 29.43 -0.098 -0.069 -0.033
O 11.247 13.658 31.263 -0.098 0.034 0.14
O 12.839 16.431 26.899 0.013 0.038 0.02
O 12.577 12.408 29.47 -0.18 0.016 0.149
O 5.665 11.815 26.999 -0.053 0.256 -0.093
O 0.721 16.189 24.649 0.353 -0.15 0.055
O 10.4 0.713 27.59 0.046 0.281 0.162
O 10.282 11.317 24.829 0.235 0.209 0.065
O 16.179 5.547 29.839 -0.286 -0.141 0.374
O 11.368 3.091 29.4 0.007 -0.347 0.338
O 11.786 14.988 28.924 -0.068 0.2 -0.065
O 15.185 8.09 29.304 0.043 0.266 0.314
O 16.087 6.585 27.408 0.02 -0.103 -0.036
O 4.455 8.873 23.261 0.088 -0.076 -0.288
O 0.311 14.85 31.219 0.338 0.071 0.342
O 15.274 0.286 30.186 0.33 -0.025 0.202
O 1.223 9.567 31.219 -0.51 0.132 0.665
O 5.459 3.456 31.197 0.078 0.064 0.411
O 1.577 3.787 29.041 -0.027 0.055 0.14
O 5.045 0.918 30.495 -0.099 -0.047 0.029
O 5.691 15.104 31.483 0.091 0.048 0.27
O 5.756 5.964 30.561 -0.27 -0.094 -0.117
O 3.378 5.039 31.565 -0.156 -0.009 0.274
O 5.601 7.06 27.761 0.118 0.07 0.267
O 7.545 7.616 29.439 -0.036 -0.22 0.215
O 2.986 15.87 31.55 -0.072 0.253 0.284
O 13.754 10.077 30.507 0.108 -0.222 0.371
O 11.49 3.338 32.089 -0.282 -0.02 0.338
O 10.357 1.295 31.018 -0.297 -0.256 0.128
O 9.025 4.126 28.594 -0.021 0.114 -0.023
O 8.24 2.32 26.927 0.238 -0.087 -0.208
O 12.745 5.518 31.429 0.104 0 0.082
O 14.512 7.839 31.748 0.408 0.06 0.396
O 8.173 16.476 31.863 0.168 0.232 -0.114
O 13.847 14.488 30.64 -0.065 0.209 0.038

Results
total energy: -108571.409 eV
total energy less fixed offsets of O -438.35, Si -107.03 eV per atom: 8.821 eV
